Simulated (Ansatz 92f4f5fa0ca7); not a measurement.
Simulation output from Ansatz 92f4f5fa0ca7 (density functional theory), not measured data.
Periodic cell of 227 atoms, Si134O91H1N1, from a study of silicon, its oxide and their interface. The atomic structure is a simulated model.
Doubt: the cutoff is far below the 930 eV that the study's wrapper takes by default for these files, so forces and energies are approximate.
This geometry differs little from another in the collection (a relaxation step or a small displacement).

Settings: functional PBE; potential files Ansatz PAW; basis plane waves; wave-function cutoff 580 eV; density cutoff ratio 5; exchange-correlation grid ratio 1; k mesh 1 x 1 x 1, Gamma-centred; self-consistency stop 5e-08 eV per atom in the density residual; occupations fixed; spin none; net charge 0.

Cell vectors (angstrom)
a, 10.938, 0, 0
b, 0, 10.938, 0
c, 0, 0, 32.7499

Atoms: element, x, y, z (angstrom)
Si, 0.1328, -0.3304, 25.4697
Si, 6.0151, -0.5088, 25.2394
Si, 2.8147, 2.6628, 25.0494
Si, 8.0161, 3.3293, 24.944
Si, -0.4805, 6.1586, 25.3236
Si, 5.4224, 5.1925, 25.205
Si, 2.6605, 8.6234, 25.3498
Si, 8.1785, 8.2286, 25.7808
Si, 1.2848, 1.4696, 26.4724
Si, 7.002, 1.4263, 26.2647
Si, 4.1044, 3.9081, 26.6252
Si, 9.5043, 4.319, 26.5211
Si, 1.4444, 6.908, 26.5077
Si, 6.6047, 6.7692, 26.6372
Si, 4.2242, 9.7088, 26.7034
Si, 9.6287, 9.5614, 26.9664
Si, 2.7008, 0.1173, 27.936
Si, 8.1724, 0.1109, 27.9668
Si, -0.0665, 2.8268, 27.8886
Si, 5.5732, 2.6227, 27.9031
Si, 2.7394, 5.4242, 27.9018
Si, 8.1065, 5.5121, 27.9838
Si, 0.1149, 8.1254, 28.069
Si, 5.4105, 8.2137, 28.0316
Si, 4.1018, 1.3673, 29.3317
Si, 9.5708, 1.3673, 29.3317
Si, 1.3673, 4.1018, 29.3317
Si, 6.8362, 4.1018, 29.3317
Si, 4.1018, 6.8362, 29.3317
Si, 9.5708, 6.8362, 29.3317
Si, 1.3673, 9.5708, 29.3317
Si, 6.8362, 9.5708, 29.3317
Si, 0, 0, 30.6989
Si, 5.469, 0, 30.6989
Si, 2.7345, 2.7345, 30.6989
Si, 8.2035, 2.7345, 30.6989
Si, 0, 5.469, 30.6989
Si, 5.469, 5.469, 30.6989
Si, 2.7345, 8.2035, 30.6989
Si, 8.2035, 8.2035, 30.6989
Si, 1.3673, 1.3673, 32.0662
Si, 6.8362, 1.3673, 32.0662
Si, 4.1018, 4.1018, 32.0662
Si, 9.5708, 4.1018, 32.0662
Si, 1.3673, 6.8362, 32.0662
Si, 6.8362, 6.8362, 32.0662
Si, 4.1018, 9.5708, 32.0662
Si, 9.5708, 9.5708, 32.0662
Si, 2.7345, 0, 0.6835
Si, 8.2035, 0, 0.6835
Si, 0, 2.7345, 0.6835
Si, 5.469, 2.7345, 0.6835
Si, 2.7345, 5.469, 0.6835
Si, 8.2035, 5.469, 0.6835
Si, 0, 8.2035, 0.6835
Si, 5.469, 8.2035, 0.6835
Si, 4.1018, 1.3673, 2.0507
Si, 9.5708, 1.3673, 2.0507
Si, 1.3673, 4.1018, 2.0507
Si, 6.8362, 4.1018, 2.0507
Si, 4.1018, 6.8362, 2.0507
Si, 9.5708, 6.8362, 2.0507
Si, 1.3673, 9.5708, 2.0507
Si, 6.8362, 9.5708, 2.0507
Si, 0, 0, 3.418
Si, 5.469, 0, 3.418
Si, 2.7345, 2.7345, 3.418
Si, 8.2035, 2.7345, 3.418
Si, 0, 5.469, 3.418
Si, 5.469, 5.469, 3.418
Si, 2.7345, 8.2035, 3.418
Si, 8.2035, 8.2035, 3.418
Si, 1.3206, 1.3828, 4.7653
Si, 6.8396, 1.4375, 4.756
Si, 4.1606, 4.074, 4.8239
Si, 9.539, 4.0851, 4.7723
Si, 1.44, 6.7829, 4.8596
Si, 6.8194, 6.8861, 4.7924
Si, 4.1474, 9.4535, 4.7381
Si, 9.6063, 9.4857, 4.7692
Si, 2.7035, -0.1306, 5.9245
Si, 8.1325, -0.0736, 5.9607
Si, -0.1353, 2.6707, 6.1828
Si, 5.6376, 2.8625, 6.2567
Si, 2.7978, 5.3325, 6.2875
Si, 8.2107, 5.5252, 6.0909
Si, 0.0333, 8.1416, 6.2346
Si, 5.4195, 8.129, 6.2782
Si, 4.3151, 1.1037, 7.016
Si, 9.5887, 1.0059, 7.415
Si, 1.142, 4.0915, 7.5285
Si, 6.7815, 4.5837, 7.7134
Si, 4.2728, 6.5807, 7.7109
Si, 9.8945, 6.4474, 7.4783
Si, 1.1054, 9.8378, 7.4514
Si, 6.5536, 9.8859, 7.3851
N, 5.5976, 5.6749, 8.508
O, -0.0018, 0.0943, 7.6083
O, 3.1878, 12.5831, 8.0579
O, 5.1846, 7.435, 10.6906
O, 1.3905, 9.6283, 24.9891
O, 6.6729, 4.2587, 24.6474
O, 7.2588, 9.3497, 24.979
O, -0.0902, 7.0077, 21.3297
O, 7.3469, 9.7415, 8.8331
O, 0.1169, 5.3334, 7.8695
O, 1.382, 9.4529, 9.0313
O, 7.9106, 4.2815, 8.9371
O, 9.2195, 6.6799, 8.9738
O, 5.3569, 0.0505, 7.7658
O, 3.3445, 7.2752, 8.9234
O, 8.8544, 1.0735, 8.9017
O, 5.354, -0.5495, 23.7349
O, 8.7696, 3.2958, 23.4539
O, 10.8491, 5.7804, 23.8053
O, 4.4286, 5.6135, 23.9209
O, 9.2704, 7.2772, 24.9734
O, 3.5229, 1.5808, 23.981
O, 3.5012, 8.3586, 23.937
O, 10.1928, -0.0232, 24.0958
Si, 10.6102, 2.2396, 13.7967
Si, 2.541, 13.0888, 9.4267
Si, 7.171, 8.0071, 14.2276
Si, 9.5294, 1.5626, 20.2482
Si, 2.2106, 5.8953, 12.3103
Si, -0.5943, 4.8742, 12.4622
Si, 9.9584, 5.8886, 17.8767
Si, 4.3442, -1.5702, 22.9464
Si, 1.2362, 8.1231, 18.1612
Si, 6.2395, 3.4447, 15.6427
Si, 5.8528, -2.6324, 20.4035
Si, 14.8791, 3.8234, 11.3828
Si, 7.8374, 0.0865, 9.7615
Si, 5.8281, 5.9999, 10.2417
Si, -0.0778, 8.5633, 20.823
Si, 3.3338, 3.2444, 20.5615
Si, 9.0863, 3.9222, 21.9618
Si, 8.5925, 5.4702, 9.8991
Si, 7.6769, -1.0581, 16.4676
Si, 3.6918, -6.8665, 14.2126
Si, 8.2841, -1.0664, 19.4423
Si, 8.3921, -1.036, 12.5619
Si, 1.6611, 2.3294, 15.9969
Si, 11.3914, 10.2595, 13.13
Si, 4.9604, 8.9329, 15.812
Si, -0.018, 0.0381, 22.6331
Si, 8.5026, 5.4096, 15.063
Si, 2.0392, 10.0755, 15.7447
Si, 13.8117, 11.9025, 22.5825
Si, 1.9448, -0.7414, 10.3788
Si, 0.4204, 5.7831, 22.281
Si, 3.1987, 4.9331, 23.0526
Si, 4.1364, 7.0776, 18.1242
Si, 0.7875, 3.3193, 18.8139
Si, 18.7151, 12.0762, 14.5481
Si, -3.3084, 5.6695, 20.0795
Si, 3.6447, -3.0449, 10.4405
Si, 5.402, -6.7958, 18.5477
O, 8.7008, 2.834, 20.8107
O, 8.0891, -2.1773, 15.3608
O, 11.2796, 9.4809, 22.1017
O, 12.21, 11.9387, 22.8287
O, 4.4401, 3.1444, 19.3882
O, 1.895, 11.8224, 10.2209
O, 14.7704, 2.6518, 10.2829
O, -5.7937, 8.4835, 21.8556
O, 5.2372, 4.7569, 11.12
O, 9.3777, 9.0006, 20.2845
O, 7.7167, -6.8416, 15.5748
O, 1.2702, 9.6137, 14.3814
O, 1.5014, 3.3342, 8.9786
O, 1.0834, 9.8194, 11.6972
O, 9.6303, 4.8871, 10.9958
O, -2.3633, 0.5433, 19.4222
O, 6.615, 0.9738, 10.3728
O, 6.7677, -3.9545, 20.4249
O, 5.8029, 3.3121, 17.2053
O, 3.3026, -0.5574, 22.2286
O, -1.0736, 9.7451, 13.2335
O, 8.3432, -1.5084, 17.8742
O, -7.327, 9.758, 15.5398
O, 3.2188, 1.7771, 21.2318
O, -7.4881, -1.4171, 10.5116
O, 6.7245, 4.4926, 19.4176
O, 2.8216, 14.1193, 15.2435
O, -3.571, 6.1486, 10.7067
O, 10.9394, 3.3738, 12.6756
O, 8.2253, 0.3958, 15.9495
O, 11.9592, 8.8052, 19.6346
O, 2.949, 5.4738, 13.7345
O, 9.3939, 5.1705, 13.7336
O, -2.7627, 5.2137, 21.5569
O, 1.6377, 2.7869, 17.5423
O, 4.6042, 5.5333, 18.2548
O, 11.1757, 13.6025, 15.2693
O, 11.4154, 0.9422, 13.2504
O, 10.7787, 2.0908, 19.3451
O, 7.6736, -2.4986, 12.7325
O, 2.0543, 5.9007, 22.3859
O, 7.4529, 0.0306, 13.3917
O, 10.6674, 4.3756, 21.7523
O, 7.3506, 6.4409, 14.565
O, 5.6034, 8.4343, 14.3954
O, 12.3659, -1.6524, 17.0342
O, 10.8639, 7.2294, 17.8636
O, -4.5114, 2.0065, 14.8754
O, 2.3489, 3.9041, 24.0327
O, 9.0071, 12.9702, 13.9579
O, -1.5211, -5.1147, 16.3397
O, 8.6274, -0.5638, 11.0275
O, 8.7682, 6.0547, 18.9764
O, 5.1252, 15.3236, 14.9083
O, 16.9752, 9.9008, 16.5872
O, 3.8805, 4.2332, 21.7465
O, 10.8324, 4.5887, 18.3316
O, 6.7945, 9.5991, 20.0627
O, 11.5403, 5.9846, 12.4932
O, 15.6337, 8.0815, 19.2813
O, 2.5823, 4.7224, 11.2329
O, 2.515, -3.8194, 18.1828
O, 4.6628, 7.5942, 16.6813
O, 3.9871, 14.1141, 12.8708
O, 2.7146, 7.2945, 11.6488
O, 1.8926, 3.7343, 19.9529
O, -0.9808, 0.7421, 21.5697
O, 12.8667, 0.7355, 15.9674
H, 5.779, 0.9936, 9.8818

Results
free energy: -137340.324 eV
free energy less fixed offsets of H -15.97, N -385.13, O -568.88, Si -635.61 eV per atom: 0.596 eV

Forces (eV/angstrom), in the order of the atoms: element, x, y, z
Si, -0.0131, 0.006, -0.0005
Si, -0.0055, 0.001, -0.0157
Si, -0.0034, -0.0156, 0.0033
Si, 0.007, 0.0061, -0.0222
Si, -0.0087, -0.0046, -0.0479
Si, 0.0086, 0.0243, 0.0342
Si, 0.0021, 0.0002, -0.0134
Si, -0.0087, 0.008, 0.0085
Si, 0.0055, -0.0051, -0.0062
Si, -0.0091, -0.0043, 0.0092
Si, -0.0071, 0.0068, -0.0001
Si, 0.0086, -0.0071, 0.0038
Si, 0.0075, 0.0015, 0.0089
Si, -0.0092, -0.015, -0.0113
Si, -0.0054, 0.0014, 0.0099
Si, 0.0012, 0.0035, -0.0013
Si, 0.0024, 0.0034, -0.0026
Si, 0.0006, -0.0005, 0.0114
Si, -0.0093, -0.0002, 0.0068
Si, 0.009, -0.002, 0.003
Si, 0.002, -0.0028, 0.0031
Si, -0.009, 0.0043, 0.0105
Si, 0.0031, 0.0007, 0.0171
Si, -0.0039, 0.001, 0.0155
Si, 0.2634, 0.0804, -0.0338
Si, -0.0154, 0.6606, -0.0624
Si, -0.2232, 0.117, -0.3379
Si, -0.0347, -0.4489, 0.0143
Si, -0.483, -0.3645, 0.1342
Si, -0.1258, -0.2637, 0.2234
Si, 0.5818, 0.408, 0.2653
Si, -0.0044, 0.3095, -0.0723
Si, 0.0613, -0.0029, -0.0805
Si, -0.1352, -0.1075, 0.0281
Si, 0.1744, 0.0678, -0.0673
Si, 0.1062, 0.0845, 0.0692
Si, -0.1251, -0.1057, 0.0386
Si, -0.1348, -0.1369, -0.031
Si, 0.0404, 0.0656, 0.0593
Si, 0.2055, 0.1413, -0.0526
Si, -0.0147, -0.0173, -0.0437
Si, 0.0245, -0.0056, -0.0451
Si, -0.096, 0.039, 0.0127
Si, -0.0123, -0.0228, 0.0171
Si, -0.0663, 0.0728, -0.0351
Si, 0.0274, 0.0169, -0.037
Si, 0.0787, -0.0588, 0.0048
Si, -0.0582, 0.0134, 0.0101
Si, 0.0227, -0.0385, -0.01
Si, -0.0124, 0.0249, -0.0095
Si, 0.006, -0.0288, 0.0437
Si, 0.0016, 0.0085, 0.0205
Si, 0.0775, -0.0079, -0.016
Si, 0.078, -0.0493, 0.0003
Si, 0.022, -0.0117, 0.0365
Si, -0.0712, 0.0327, 0.054
Si, -0.1196, -0.1027, 0.0208
Si, -0.0896, -0.0874, -0.019
Si, 0.058, 0.0691, 0.0108
Si, 0.0529, 0.0345, -0.0002
Si, -0.1546, -0.0761, -0.0477
Si, -0.1072, 0.0172, 0.0225
Si, -0.0437, 0.0462, 0.0563
Si, 0.1962, 0.096, -0.0044
Si, -0.1497, -0.1721, -0.1135
Si, -0.0644, 0.096, 0.119
Si, 0.1079, 0.045, 0.2103
Si, 0.1221, 0.1054, -0.5862
Si, 0.1706, -0.0008, 0.3757
Si, -0.0156, 0.1361, 0.1549
Si, 0.003, -0.6823, -0.2423
Si, -0.047, -0.0563, -0.2617
Si, -0.0016, 0.0029, 0
Si, 0.0107, -0.0044, -0.0145
Si, 0.0027, -0.0018, -0.007
Si, 0.0045, -0.0021, -0.0026
Si, 0.0065, -0.0067, 0.0001
Si, 0.0035, -0.0072, -0.0052
Si, -0.0022, -0.0005, -0.0076
Si, 0.0147, -0.0073, -0.0021
Si, -0.0075, 0.0034, -0.0089
Si, -0.0018, 0.005, -0.0003
Si, -0.0047, -0.0043, -0.0075
Si, -0.0032, 0.0142, 0.016
Si, -0.0196, -0.0022, 0.0071
Si, 0.0094, 0.005, -0.0057
Si, 0.0035, 0.0251, -0.0015
Si, -0.0119, -0.0072, -0.0017
Si, -0.0171, 0.0094, 0.0199
Si, -0.0039, 0.012, 0.0035
Si, 0.0075, 0.0058, -0.0143
Si, 0.0087, -0.0246, 0.0068
Si, -0.0207, 0.0328, 0.0076
Si, -0.019, 0.0003, 0.0219
Si, -0.0017, -0.0294, 0.0058
Si, 0.0136, 0.0138, 0.0376
N, 0.0024, -0.0206, -0.019
O, 0.0057, -0.0024, -0.0019
O, 0.0109, -0.0045, 0.0051
O, 0.0016, -0.001, -0.0008
O, 0.0046, -0.0019, 0.0022
O, 0.0148, -0.0079, -0.0005
O, -0.0047, 0.0086, -0.0017
O, 0.0007, -0.0007, 0.0038
O, -0.0041, -0.0069, -0.0193
O, 0, 0.002, 0.0026
O, 0.0006, 0.0006, -0.0026
O, -0.0057, 0.0003, -0.0048
O, 0.0041, -0.0006, -0.0111
O, 0.0022, 0.0009, -0.0026
O, 0.0088, -0.0062, -0.0086
O, -0.0012, 0.0048, -0.0018
O, 0.0023, 0.0024, 0.0093
O, -0.0044, -0.0024, 0.0139
O, -0.0039, 0.0076, 0.0319
O, 0.0001, 0.0002, -0.0047
O, 0.0232, -0.0193, -0.0034
O, -0.002, 0.0025, 0.0077
O, -0.0033, -0.0018, 0.0113
O, 0.0027, -0.0007, 0.0087
Si, 0.0006, 0.0001, 0.0032
Si, -0.001, -0.0087, -0.0105
Si, -0.0033, -0.0006, 0.0022
Si, -0.0006, 0.0008, -0.0053
Si, -0.0006, 0.0052, 0.0048
Si, -0.0037, 0.0002, 0.0037
Si, -0.0009, 0.0013, -0.0025
Si, 0.0034, 0.0026, -0.0026
Si, -0.0018, 0.0031, -0.0044
Si, 0.0011, 0.0017, 0.0006
Si, -0.0048, 0.0012, -0.0047
Si, -0.0039, -0.0034, 0.0042
Si, -0.005, -0.0084, -0.0056
Si, 0.0053, 0.0067, 0.0148
Si, -0.0006, -0.0017, -0.0032
Si, -0.0009, 0.0007, -0.0065
Si, 0.0017, 0.0004, -0.0068
Si, 0.0089, 0.0041, 0.0018
Si, -0.0039, 0.0016, 0.0001
Si, -0.0009, 0.0019, 0.0054
Si, 0, -0.0021, -0.006
Si, 0, 0.0015, -0.0015
Si, 0.0065, -0.0039, 0.0032
Si, -0.0004, 0.0018, 0.0017
Si, -0.0039, -0.0027, 0.0061
Si, -0.0026, -0.0018, 0.0027
Si, -0.0011, 0, 0.0029
Si, 0.0051, 0.0067, 0.0059
Si, 0.0043, -0.005, 0.0016
Si, -0.0017, 0.0013, -0.0029
Si, -0.0007, 0.0017, 0.0003
Si, -0.01, -0.0004, -0.0067
Si, -0.0043, 0.0017, -0.0077
Si, 0.0002, 0.0018, -0.0057
Si, -0.0027, 0.0026, 0.0039
Si, 0.0003, -0.0004, -0.007
Si, -0.0087, 0.0043, 0
Si, 0.0007, 0.0001, -0.0041
O, 0.0002, 0.0014, 0.0066
O, 0.001, 0.0019, 0.0013
O, 0.0002, -0.0034, 0.0029
O, -0.0046, 0.004, 0.0079
O, 0.0009, 0.002, 0.0043
O, 0, 0.0054, -0.0034
O, -0.001, 0.0041, 0.0009
O, 0.0014, 0.0001, 0.004
O, -0.0012, 0.0018, -0.002
O, -0.0015, 0.0021, 0.0041
O, -0.0014, 0.0012, 0.0011
O, -0.0001, 0.0011, 0.002
O, 0.0073, -0.0065, 0.0025
O, 0, 0.0009, 0.0013
O, -0.0017, 0.0019, -0.0005
O, -0.0006, 0.0028, 0.0043
O, -0.0537, 0.0107, -0.0271
O, -0.0002, -0.0005, 0.0041
O, -0.0022, 0.002, 0.0044
O, -0.0008, -0.003, 0.0033
O, 0, 0.001, -0.0003
O, 0.0001, 0.0005, 0.0031
O, -0.006, -0.0037, 0.0052
O, 0.0024, 0.0063, -0.0039
O, -0.0019, 0.0001, -0.0004
O, -0.003, 0.0002, 0.0031
O, -0.008, -0.003, 0.0054
O, -0.0041, -0.0014, -0.0011
O, 0.0006, -0.0006, 0.0005
O, 0.0004, 0.0016, 0.0012
O, 0, -0.0005, 0.0016
O, -0.0005, 0.0008, -0.0027
O, -0.0014, 0.0002, 0.0003
O, -0.0008, 0.0006, 0.0037
O, -0.0011, -0.0033, -0.0042
O, -0.0032, 0.0032, 0.0061
O, 0.0018, -0.0005, 0.001
O, -0.0014, 0.0005, 0.0001
O, -0.0001, 0.0018, 0.0032
O, -0.0004, 0, -0.0004
O, -0.0034, -0.0027, 0.0079
O, -0.0002, 0.0018, -0.0009
O, -0.0019, 0.0014, 0.006
O, 0.0006, 0.0002, 0.0008
O, -0.0007, 0.0009, 0.002
O, -0.0013, 0.0008, 0.0028
O, 0.001, 0.0021, 0.0037
O, -0.0007, 0.0013, -0.0003
O, -0.0011, 0.0046, 0.0025
O, -0.002, 0.0006, -0.0001
O, 0.0007, 0.0006, 0.0038
O, 0.0008, -0.0023, 0.0061
O, -0.0009, -0.0005, 0.0038
O, -0.0022, 0.0008, -0.0012
O, -0.0024, -0.001, 0.0003
O, -0.0006, -0.0015, 0.0014
O, 0.0006, -0.0009, 0.0043
O, -0.0013, 0.0001, 0.0044
O, 0.0025, 0.0031, -0.0017
O, -0.0019, -0.0017, 0.0033
O, 0.0008, 0.001, -0.0005
O, 0.0088, 0.0044, 0.0003
O, 0.0015, 0.0043, 0.009
O, -0.0005, 0.0008, -0.0011
O, -0.0019, -0.0039, 0.0006
O, 0.0007, 0.0004, 0.006
O, -0.0026, 0.0035, 0.0041
O, 0.0015, 0.0021, -0.0022
H, 0.047, -0.0066, 0.0277

The program warned: the cutoff lies below the one the program advises for these potential files; the forces do not sum to zero within the program's tolerance; the exchange-correlation potential is rough where the density is thin.
